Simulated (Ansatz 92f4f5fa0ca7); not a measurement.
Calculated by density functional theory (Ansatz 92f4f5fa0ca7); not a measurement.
Periodic cell of 223 atoms, Si132O90As1, from a study of silicon, its oxide and their interface. The atomic structure is a simulated model.
Doubt: the cutoff is far below the 930 eV that the study's wrapper takes by default for these files, so forces and energies are approximate.
This geometry differs little from another in the collection (a relaxation step or a small displacement).

Settings: functional PBE; potential files Ansatz PAW; basis plane waves; wave-function cutoff 580 eV; density cutoff ratio 5; exchange-correlation grid ratio 1; k mesh 1 x 1 x 1, Gamma-centred; self-consistency stop 5e-08 eV per atom in the density residual; occupations fixed; spin none; net charge +1 e, with a uniform compensating background and no finite-size correction.

Cell vectors (angstrom)
a 10.938 0 0
b 0 10.938 0
c 0 0 32.1988

Atoms: element, x, y, z (angstrom)
Si 10.5794 0.2196 24.8453
Si 5.7303 10.6787 24.7304
Si 2.4794 2.9189 24.6235
Si 8.42 2.4603 24.8018
Si 0.2739 5.172 24.741
Si 5.1541 5.749 24.674
Si 2.931 8.0115 24.5778
Si 7.9347 8.4355 24.718
Si 1.3294 1.3695 26.0146
Si 6.8392 1.3204 26.1088
Si 4.0438 4.1047 25.9719
Si 9.5906 4.0625 26.0646
Si 1.3953 6.8315 25.9846
Si 6.7658 6.8519 26.0108
Si 4.0965 9.5349 25.9845
Si 9.4697 9.5662 26.1385
Si 2.7295 -0.0058 27.3357
Si 8.1173 -0.0571 27.5206
Si 0.041 2.7526 27.4397
Si 5.4293 2.7441 27.3579
Si 2.7245 5.4645 27.4122
Si 8.1818 5.4774 27.3441
Si -0.0106 8.1748 27.3668
Si 5.4408 8.2026 27.4331
Si 4.0757 1.3646 28.7381
As 9.5752 1.3537 28.8542
Si 1.3722 4.1154 28.826
Si 6.8166 4.1109 28.7218
Si 4.0966 6.8175 28.7956
Si 9.5505 6.822 28.7437
Si 1.3714 9.5575 28.7173
Si 6.7718 9.5343 28.8815
Si 0.0593 -0.0674 30.2097
Si 5.4118 0.0114 30.1661
Si 2.7419 2.7241 30.1535
Si 8.1457 2.788 30.1894
Si -0.0272 5.4749 30.1424
Si 5.4776 5.4573 30.1551
Si 2.7212 8.2063 30.1302
Si 8.2017 8.1661 30.1659
Si 1.3837 1.3711 31.5492
Si 6.8124 1.3587 31.515
Si 4.1107 4.0912 31.5223
Si 9.5765 4.1072 31.5355
Si 1.353 6.8442 31.4878
Si 6.8407 6.812 31.5474
Si 4.0716 9.5637 31.5307
Si 9.5586 9.5415 31.5373
Si 2.7361 -0.0135 0.728
Si 8.1952 0.0061 0.6769
Si -0.0064 2.7297 0.7099
Si 5.4802 2.7356 0.7039
Si 2.7311 5.4918 0.6536
Si 8.2078 5.4496 0.726
Si 0.0168 8.1846 0.6965
Si 5.4645 8.2059 0.6953
Si 4.1309 1.3599 2.0755
Si 9.5564 1.3498 2.0651
Si 1.3794 4.1359 2.0298
Si 6.8482 4.0772 2.0916
Si 4.0983 6.8288 2.0565
Si 9.587 6.8308 2.0716
Si 1.3751 9.5393 2.0782
Si 6.8274 9.5949 2.0539
Si -0.0146 -0.039 3.4019
Si 5.4936 0.0078 3.4868
Si 2.7742 2.7907 3.3671
Si 8.1909 2.6881 3.4719
Si 0.0294 5.4737 3.4461
Si 5.4731 5.4651 3.4189
Si 2.7685 8.2001 3.4638
Si 8.2049 8.2269 3.3855
Si 1.3912 1.3918 4.6323
Si 6.8438 1.345 4.9265
Si 4.1525 4.0836 4.8162
Si 9.58 4.0806 4.7715
Si 1.4147 6.8275 4.8352
Si 6.8227 6.8879 4.7362
Si 4.1339 9.5747 4.857
Si 9.5511 9.5474 4.8035
Si 2.7451 0.1156 6.0626
Si 8.2052 -0.0645 6.2789
Si 0.0298 2.6676 6.0481
Si 5.473 2.7255 6.3037
Si 2.8153 5.4747 6.1931
Si 8.1755 5.4799 6.0447
Si 0.0112 8.1852 6.1632
Si 5.5271 8.2216 6.2412
Si 3.834 1.5722 7.615
Si 9.8398 1.1375 7.4616
Si 1.6253 3.7982 7.3195
Si 6.6556 4.4146 7.4859
Si 4.4071 6.6312 7.5557
Si 9.366 6.9474 7.4149
Si 1.1441 9.9174 7.2967
Si 7.1549 9.2299 7.68
O 8.306 8.0872 7.9046
O 2.7137 2.7364 7.957
O 9.5172 1.3462 24.2519
O 4.0478 6.8646 24.1245
O 0.0304 0.0218 7.9573
O 5.5309 5.5094 8.0299
O 6.8417 9.5683 24.1963
O 1.3696 4.0648 24.1631
O 3.864 7.3839 8.9382
O 0.7923 4.3754 8.5949
O 9.8109 6.1799 8.8083
O 2.1292 9.3786 8.487
O 7.5199 3.9272 8.7992
O 4.2674 0.921 9.0738
O 6.7305 9.5587 9.2287
O 9.2093 1.858 8.7981
O 7.6881 3.1444 23.5133
O 10.473 5.8368 23.447
O 5.0976 0.4566 23.4062
O 5.8685 5.098 23.3506
O 3.0917 2.1914 23.2723
O 2.3038 8.726 23.2151
O 8.6361 7.7723 23.3903
O 0.2266 10.2996 23.6009
Si 4.3822 1.5702 22.4518
Si 3.4907 7.9318 14.0277
Si 7.1182 0.9575 14.6639
Si 0.9461 9.35 22.5031
Si 1.186 4.3093 11.8858
Si 6.2678 8.9643 15.3134
Si 0.6794 1.3703 12.2939
Si 8.6264 4.9498 20.4917
Si 0.3264 5.7163 9.367
Si 5.1028 3.124 17.9395
Si 0.8877 3.7472 16.7403
Si 10.4052 2.8513 19.2187
Si 5.2825 1.1853 10.355
Si 0.8815 0.1817 19.835
Si 6.647 9.4615 10.8727
Si 9.3373 9.6758 18.3185
Si 9.3922 9.2485 12.5699
Si 6.5631 3.8481 22.565
Si 2.4412 8.0666 9.3814
Si 10.5904 7.3687 17.0715
Si 2.5108 6.2931 16.5735
Si 10.1781 4.4934 14.1882
Si 6.14 9.1814 18.5081
Si 7.9687 2.5718 9.5848
Si 8.8817 2.1448 12.455
Si 5.3359 6.2448 18.0609
Si 3.9246 0.5526 19.4553
Si 4.2816 3.8435 12.0521
Si 5.544 6.6034 12.1392
Si 8.0121 2.505 17.2138
Si 4.3607 2.4802 14.9652
Si 1.5405 1.2138 15.2551
Si 1.5693 9.4174 12.0449
Si 8.0527 6.8539 13.8647
Si 10.3825 9.8387 15.4837
Si 9.8069 7.0113 22.5353
Si 8.1057 5.4866 17.3944
O 6.0472 7.9614 11.2885
O 6.0192 9.2064 16.8927
O 7.6805 1.3645 13.1937
O 0.8963 1.7487 13.8633
O 9.4252 6.2597 16.8758
O 6.761 6.2052 13.1365
O 5.132 4.6606 18.6099
O 9.2288 2.1633 18.2728
O 2.3658 0.0936 19.0796
O 9.4114 10.234 16.7627
O 2.7928 4.4362 11.7088
O 5.0658 10.3192 19.1041
O 9.4279 3.2437 13.4928
O 0.4568 1.7691 19.9561
O 3.1542 1.3631 15.0614
O 8.1636 5.3783 19.0119
O 3.8901 6.6001 17.3904
O 4.575 3.2807 16.3868
O 9.0656 5.6703 14.3096
O 5.4287 2.7733 22.1335
O 10.6729 4.1499 15.6855
O 0.3468 3.872 18.2784
O 10.4225 10.5143 19.2189
O 9.6447 10.0295 14.0254
O 10.9226 8.1036 22.0846
O 1.1924 2.1625 16.5284
O 9.738 3.7549 20.4141
O 8.1313 4.0326 16.6734
O -0.0414 9.1055 11.9022
O 6.5869 2.4193 18.0089
O 5.585 10.7207 11.1966
O 7.7497 9.5902 18.8427
O 10.0303 1.0272 12.0559
O 1.3169 6.9545 9.0459
O 0.6274 4.7675 13.352
O 5.7075 7.6212 18.9795
O 5.2399 5.0883 11.5161
O 2.7139 6.9888 15.1139
O 0.9128 2.7477 11.4624
O 0.8619 10.6869 15.547
O 2.3988 8.5864 10.9093
O 4.7005 2.4358 11.2687
O 4.2559 3.5116 13.6792
O 2.2041 4.6834 16.4801
O 10.7046 8.2514 15.6939
O 6.93 10.2903 14.664
O 2.3446 8.9574 13.4221
O 8.0333 1.5199 15.9078
O 4.126 6.9977 12.8508
O 4.1805 2.0114 18.7304
O 7.2933 4.4133 21.2501
O 8.4087 2.9265 11.105
O 1.1779 6.8616 17.3558
O 5.6542 1.5749 14.7591
O 8.133 9.7608 11.5855
O 9.1912 6.2866 21.2322
O 8.9576 7.718 12.8499
O 1.6532 0.1225 11.8722
O 6.6396 6.1482 17.0555
O 7.4007 7.8029 15.0393
O 1.2041 10.3105 21.2293
O 10.0345 8.2 18.3539
O 3.9492 0.8373 21.0788
O 0.3485 5.3397 10.9312
O 6.6927 1.5763 9.6278
O 4.7803 8.7054 14.6775

Results
free energy: -139961.480 eV
free energy less fixed offsets of As -4856.12, O -568.88, Si -635.61 eV per atom: -5.640 eV

Forces (eV/angstrom), in the order of the atoms: element, x, y, z
Si 0.0187 -0.0194 -0.0292
Si -0.002 -0.0055 -0.0268
Si 0.0074 -0.0009 -0.0313
Si -0.0087 0.0062 -0.0425
Si 0.0065 0.0063 -0.0287
Si -0.0023 0.0024 -0.021
Si 0.0014 -0.0045 -0.0114
Si -0.0004 -0.0047 -0.0255
Si 0.0034 -0.008 0.0039
Si -0.0054 0.006 0.0101
Si -0.0068 0.0022 0.0087
Si -0.0104 0.0077 0.0089
Si 0.0035 -0.0031 0.0093
Si -0.0009 0.0068 0.0066
Si 0.0038 -0.0016 0.0079
Si 0.0068 -0.0054 0.0051
Si -0.0045 -0.0041 -0.0066
Si -0.0073 -0.0029 0.0268
Si 0.0026 0.0002 0.0272
Si 0.0079 -0.0007 -0.0052
Si -0.0001 0.0057 0.0002
Si 0 -0.0093 -0.0054
Si 0.0037 0.0024 -0.0062
Si -0.0058 -0.0026 0.0039
Si 0.0014 -0.001 0.0068
As 0.0012 -0.0002 -0.013
Si -0.002 -0.0059 -0.0075
Si 0.0001 0 0.0055
Si 0.0003 0.0002 -0.0055
Si 0.0012 0.0029 0.006
Si -0.0022 0.0009 0.0064
Si 0.0095 0.0041 -0.0132
Si -0.0024 0.0033 -0.0029
Si -0.0012 -0.0012 0.0034
Si -0.0053 0.0051 0.0035
Si 0.0036 -0.0046 -0.0034
Si 0.0042 -0.0023 0.0026
Si -0.0025 0.0034 0.0013
Si 0.0043 -0.0022 -0.0004
Si -0.0045 0.0018 0.0037
Si 0.0041 -0.002 0
Si -0.0023 0.0014 0.0009
Si 0.0031 -0.0018 -0.0007
Si -0.0013 0.003 0.0021
Si -0.003 0.0023 0
Si 0.0016 -0.0025 -0.0002
Si -0.0032 0.0009 0.0013
Si 0.001 -0.0034 -0.0008
Si -0.0018 -0.0017 0.002
Si -0.0006 0.0001 -0.0018
Si 0.0026 0.0027 -0.0009
Si -0.0005 0.0009 0.002
Si 0.0013 -0.0001 -0.0015
Si -0.0015 0.0011 0.0014
Si 0.0017 0.0003 0.0018
Si -0.0004 -0.0008 -0.0011
Si 0.0031 -0.0003 -0.0016
Si 0.0001 -0.0034 0.0023
Si -0.0047 0.0025 -0.0016
Si 0.0015 -0.0037 -0.0002
Si 0.0022 0.0001 0.0027
Si 0.0004 -0.0005 -0.0018
Si 0.0034 -0.0024 -0.0005
Si -0.0036 0.001 0.0002
Si 0.0075 0.0089 0.0097
Si -0.0039 0.0006 -0.0066
Si -0.0041 -0.0126 0.0129
Si 0.0021 0.0086 -0.0051
Si -0.0025 -0.0019 -0.0027
Si -0.0005 0.0023 0.0049
Si -0.0063 -0.0008 -0.0073
Si 0.0017 -0.0045 0.0107
Si -0.0019 -0.0013 -0.0129
Si -0.0013 -0.0008 0.0073
Si 0.0046 0.0036 -0.0072
Si -0.0021 -0.0013 0.0036
Si 0.0014 0.0033 0.0012
Si 0.0008 0.0009 -0.0022
Si 0.0009 0.002 0.0097
Si -0.0028 -0.0026 -0.0069
Si 0.0068 0.0012 -0.0097
Si -0.0026 0.001 -0.0068
Si -0.0023 0.0011 -0.0067
Si -0.0001 -0.0052 -0.0075
Si -0.0007 0.0022 -0.0045
Si 0.0015 -0.0005 -0.0097
Si 0.0008 -0.0025 -0.0046
Si -0.0001 0.0007 -0.0104
Si 0.0024 -0.0056 0.025
Si -0.0027 0.0069 0.0191
Si -0.008 0.0013 0.0166
Si 0.0033 0.0049 0.018
Si -0.0001 0.0046 0.0186
Si -0.0027 -0.0037 0.0133
Si -0.0006 -0.0007 0.0148
Si -0.0022 -0.0024 0.034
O 0.0011 0.0008 -0.0026
O 0.0025 -0.0039 -0.0048
O -0.0034 0.0043 0.0188
O -0.0008 -0.0005 -0.0043
O 0.002 0.0013 -0.0037
O -0.0001 -0.0022 -0.0028
O 0.0001 0.0023 0.0073
O -0.0026 -0.0005 0.0084
O 0.0075 -0.007 -0.011
O 0.0041 -0.0052 -0.0096
O -0.0063 0.0055 -0.0105
O -0.0044 0.0071 -0.0112
O -0.0062 0.0062 -0.0122
O -0.0065 0.0042 -0.0197
O 0.0027 -0.0009 -0.0271
O 0.0071 -0.0069 -0.0123
O 0.0123 -0.0111 0.0202
O 0.0066 -0.0072 0.0142
O 0.0059 -0.0069 0.0153
O -0.0028 0.005 0.0128
O -0.0085 0.0072 0.0161
O 0.0039 -0.0023 0.0106
O -0.0076 0.0059 0.0131
O -0.0102 0.0123 0.0088
Si -0.0027 -0.0003 -0.0137
Si 0 -0.0006 0.0031
Si 0.0001 -0.0001 0.0025
Si -0.0011 0.0102 -0.0129
Si 0.001 0 0.0052
Si 0.001 0.0001 -0.0001
Si -0.0002 0.0001 0.0045
Si 0.0016 -0.0002 -0.0052
Si 0.0041 -0.0002 0.0077
Si 0.0004 0.0005 -0.0037
Si 0.0005 0.0001 -0.0023
Si 0.0004 -0.0002 -0.0059
Si 0.0029 0.0029 0.0098
Si -0.002 -0.0007 -0.0058
Si 0.0003 -0.002 0.0107
Si 0.0002 -0.0001 -0.0037
Si 0.0008 0 0.0053
Si -0.001 0.0027 -0.0131
Si -0.0029 -0.0022 0.0099
Si -0.0007 0.0004 -0.0023
Si -0.0002 -0.0002 -0.0014
Si -0.0002 0.0006 0.003
Si 0.0013 -0.0003 -0.0031
Si -0.0014 -0.0036 0.0095
Si 0.0011 -0.0005 0.0067
Si -0.0002 -0.0005 -0.0033
Si 0.001 0.0006 -0.006
Si -0.0001 0.0012 0.0058
Si -0.0005 -0.0004 0.0043
Si -0.0002 0.0001 -0.0028
Si 0.0001 0.0002 0.0016
Si -0.0003 0.0002 0.0002
Si -0.0006 0.0004 0.0056
Si 0.0007 -0.0003 0.0034
Si -0.0002 0 0.0005
Si -0.004 -0.001 -0.0109
Si 0.0004 0.0005 -0.0046
O 0.0008 0.0023 -0.0035
O -0.0002 0.0001 0.0002
O 0 0.0003 -0.003
O -0.0001 -0.0001 -0.0022
O -0.0006 -0.0001 0.0018
O 0.0001 0.0001 -0.0014
O 0.0001 0 0.0021
O 0.0003 0.0001 0.002
O 0.001 0 0.0031
O 0.0002 0.0001 0.0008
O -0.0004 0.0002 -0.0022
O -0.0008 0.0009 0.0024
O -0.0004 -0.0002 -0.0026
O 0.0004 0.0001 0.0026
O 0.0004 -0.0001 0
O -0.0003 0 0.003
O -0.0001 0.0002 0.0013
O -0.0002 -0.0005 0.0004
O 0 0 -0.0013
O 0.0001 0 0.002
O -0.0001 -0.0002 -0.0006
O 0 0.0001 0.0021
O 0.0007 -0.0001 0.0025
O -0.0002 -0.0001 -0.0016
O -0.0002 0 0.0035
O 0.0001 -0.0006 0.0012
O -0.001 0.0011 0.0028
O -0.0002 0.0002 0.0017
O 0.0009 0 -0.0021
O 0 -0.0002 0.0016
O -0.0004 0.0013 -0.0034
O -0.0009 0 0.0016
O -0.0001 0.0006 -0.0021
O 0.0001 0.0008 -0.0021
O 0.0006 -0.0001 -0.002
O -0.0001 0.0005 0.0017
O -0.0004 0.0002 -0.0021
O 0.0003 0.0008 -0.001
O 0.0001 0.0003 -0.0024
O 0.0001 0.0003 0
O 0.0009 -0.0016 -0.0063
O 0.0009 -0.0041 -0.0049
O 0.0001 0.0002 -0.0022
O -0.0002 0.0001 0.0012
O 0.0001 0.0003 0.0002
O -0.0001 0.0003 -0.0007
O -0.0003 0.0005 -0.0019
O -0.0002 -0.0002 -0.0003
O 0.0002 0.0001 -0.0019
O -0.0003 -0.0007 0.0029
O -0.0017 -0.0022 0.0063
O -0.0012 0.0003 -0.0061
O 0.0005 0 0.0011
O 0 0.0003 -0.0008
O -0.0023 0.0002 -0.0039
O 0.0026 0.0024 0.0064
O 0.0001 0.0007 -0.0021
O 0.0004 -0.0009 -0.002
O 0.0004 0.0001 0.0017
O 0.0001 0.0003 -0.0007
O -0.0012 -0.0068 0.0108
O 0.0003 0.0001 0.0021
O 0.0011 0.0022 0.0065
O -0.0017 0.0023 -0.0063
O 0.0001 0.0007 -0.0029
O -0.0004 0.0002 -0.0007

The program warned: the cutoff lies below the one the program advises for these potential files; the exchange-correlation potential is rough where the density is thin.
